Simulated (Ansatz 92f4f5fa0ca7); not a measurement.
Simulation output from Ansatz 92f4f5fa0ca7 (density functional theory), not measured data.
Periodic cell of 192 atoms, Si128O64, from a study of silicon, its oxide and their interface. The atomic structure is a simulated model.
This geometry differs little from another in the collection (a relaxation step or a small displacement).

Settings
functional: r2SCAN
potential files: Ansatz PAW
basis: plane waves
wave-function cutoff: 800 eV
density cutoff ratio: 5
exchange-correlation grid ratio: 1
k mesh: 1 x 1 x 1, shifted by 0.5 0.5 0 of a step
self-consistency stop: 1e-10 eV per atom in the density residual
occupations: fixed
spin: none
net charge: 0

Cell vectors (angstrom)
a, 10.888, 0, 0
b, 0, 10.888, 0
c, 0, 0, 28.6594

Atoms and the computed forces on them: element, x, y, z (angstrom), force x, y, z (eV/angstrom)
Si, -0.5236, 0.2622, 0.411, -0.0007, -0.0049, -0.0126
Si, 2.6604, 2.1628, 0.239, -0.0032, 0.0016, -0.0181
Si, 0.0291, 6.0839, -0.0887, 0.0052, -0.0063, -0.0066
Si, 2.9072, 7.9009, 0.1359, -0.0023, -0.0044, -0.0049
Si, 5.189, 0.2484, -0.0221, 0.0003, -0.0031, -0.0193
Si, 6.752, 1.3172, 1.379, 0.0013, 0.0024, 0.0038
Si, 4.6648, 5.2279, -0.2107, 0.0114, 0.0128, -0.0069
Si, 8.3953, 8.0439, -0.0761, -0.013, 0.0111, -0.0137
Si, 1.2244, 1.1401, 1.6658, -0.0036, -0.0041, 0.0043
Si, 3.7815, 3.8889, 1.4299, -0.0025, -0.0029, 0.0062
Si, 1.375, 6.9308, 1.5904, 0.0053, 0.001, 0.0083
Si, 4.1266, 9.4973, 1.2851, 0.0029, 0.0003, 0.0053
Si, 8.5769, 1.7934, -0.0376, 0.0032, 0.0071, -0.0082
Si, 9.8332, 4.2531, 1.0852, -0.0058, -0.0041, -0.0178
Si, 6.8896, 6.7189, 1.1455, -0.0061, -0.0171, -0.0155
Si, 9.3348, 9.4655, 1.5701, -0.0019, -0.0037, 0.0043
Si, -0.0162, 2.7957, 2.7214, -0.0019, 0.0015, 0.0014
Si, 2.7748, -0.1459, 2.8139, -0.0003, -0.0016, -0.0014
Si, -0.0362, 8.2321, 2.8796, -0.0023, -0.001, -0.0017
Si, 2.6157, 5.3808, 2.8247, -0.0014, 0.0014, -0.0003
Si, 5.428, 2.7484, 2.6994, 0.0006, 0.001, -0.0008
Si, 7.9868, -0.0379, 2.8524, 0.0009, 0.0008, 0.0009
Si, 5.4763, 8.0612, 2.589, -0.0019, 0.004, 0.0002
Si, 8.3116, 5.4477, 2.5678, -0.003, -0.0003, 0.0024
Si, 1.2923, 4.0617, 4.1967, 0.0018, -0.0009, -0.0011
Si, 4.1139, 1.3333, 4.0859, -0.0018, 0.0005, -0.0022
Si, 1.3838, 9.5054, 4.2105, -0.0001, 0.0007, -0.0008
Si, 4.0841, 6.7752, 4.0327, -0.0002, 0.0008, -0.0012
Si, 6.8674, 4.1237, 3.9764, 0.001, -0.0008, 0.0002
Si, 9.4546, 1.401, 4.049, 0.0016, -0.0005, -0.0027
Si, 6.7034, 9.4251, 4.1327, -0.0013, -0.0016, -0.0028
Si, 9.5271, 6.77, 4.1123, 0.001, 0.0002, -0.0031
Si, -0.0114, 0.0617, 5.4152, 0.0002, -0.0006, -0.001
Si, 2.7305, 2.6921, 5.4412, 0.0008, 0.0001, -0.0001
Si, -0.0372, 5.4379, 5.535, -0.0007, -0.0008, -0.0004
Si, 2.7405, 8.1057, 5.4919, 0.001, -0.0015, -0.0013
Si, 5.4056, -0.0437, 5.4951, 0.0004, 0.0009, 0.0005
Si, 8.1314, 2.7428, 5.4409, -0.0012, 0.0008, -0.0015
Si, 5.4933, 5.4555, 5.3716, -0.0006, -0.0013, 0
Si, 8.1577, 8.1398, 5.4432, -0.0006, -0.0003, -0.0003
Si, 1.3507, 1.3693, 6.8027, -0.0003, -0.0006, -0.0022
Si, 4.1206, 4.0878, 6.7316, -0.0001, 0.0011, -0.0018
Si, 1.3711, 6.7828, 6.8639, -0.0011, -0.0004, -0.0021
Si, 4.0518, 9.508, 6.8675, -0.0006, -0.0003, -0.0017
Si, 6.7977, 1.3542, 6.8122, 0, 0.0009, -0.002
Si, 9.4872, 4.0701, 6.86, -0.0006, -0.0003, -0.0014
Si, 6.8066, 6.7986, 6.7916, 0.0001, -0.0002, -0.0011
Si, 9.5335, 9.5476, 6.7512, 0.0003, -0.0006, -0.0029
Si, 0.0203, 2.7149, 8.1774, 0.0004, 0, -0.001
Si, 2.6842, 0.0225, 8.184, -0.0005, 0.0009, -0.001
Si, -0.0076, 8.2111, 8.1481, -0.0011, 0, -0.0016
Si, 2.7858, 5.4138, 8.1528, 0.0007, -0.0017, -0.0012
Si, 5.4348, 2.7551, 8.1438, -0.0001, 0.0009, -0.0013
Si, 8.2032, 0.0007, 8.1467, -0.0006, -0.0009, -0.001
Si, 5.4765, 8.1517, 8.169, -0.0001, -0.0008, -0.0009
Si, 8.1353, 5.4652, 8.1864, -0.0008, 0.0003, -0.0005
Si, 1.4295, 4.056, 9.5031, -0.0002, 0.0011, -0.0017
Si, 4.06, 1.4206, 9.5011, -0.0002, 0.001, -0.0016
Si, 1.3328, 9.5587, 9.5395, -0.0017, -0.0002, -0.0025
Si, 4.1477, 6.7706, 9.5247, 0.0007, -0.0009, -0.0016
Si, 6.7625, 4.1267, 9.541, -0.0012, 0.0007, -0.0021
Si, 9.5533, 1.3536, 9.5317, 0.0001, -0.0003, -0.0025
Si, 6.8492, 9.524, 9.5022, 0.0005, -0.0004, -0.0016
Si, 9.5158, 6.8494, 9.4989, 0.0006, -0.0003, -0.0018
Si, 0.0097, 0.0278, 10.9611, 0.0004, -0.0001, -0.0008
Si, 2.7743, 2.7698, 10.9687, -0.0014, 0.0008, -0.0003
Si, 0.0534, 5.4668, 10.7414, -0.0015, -0.001, 0.0004
Si, 2.7703, 8.1738, 10.7715, -0.002, -0.0001, 0
Si, 5.471, 0.0543, 10.7566, -0.0007, -0.0001, -0.0002
Si, 8.1657, 2.7609, 10.8035, 0.001, 0.0008, -0.0012
Si, 5.4594, 5.4616, 11.0145, 0, -0.0007, 0.0016
Si, 8.1717, 8.1738, 10.9304, -0.0004, -0.0019, -0.0001
Si, 1.3996, 1.4124, 12.3104, -0.0003, -0.001, -0.0012
Si, 4.1137, 4.1146, 12.4468, -0.0008, 0, -0.0002
Si, 1.4453, 6.7757, 12.0762, 0.0031, 0.0005, -0.0025
Si, 4.1202, 9.5777, 12.0635, 0.0016, -0.0006, -0.0004
Si, 6.7934, 1.4112, 12.1288, -0.0026, 0.0024, -0.0027
Si, 9.5585, 4.1514, 12.0713, -0.0009, -0.0001, -0.0001
Si, 6.8318, 6.8483, 12.383, 0.0011, 0.0021, -0.0013
Si, 9.5306, 9.5192, 12.3018, 0.0002, -0.0014, -0.0003
Si, -0.0329, 2.8505, 13.5182, 0.0025, 0.0001, 0.0007
Si, 2.8343, -0.0152, 13.5273, -0.0015, 0.0029, 0.0019
Si, 0.1348, 8.0876, 13.4509, -0.006, -0.0019, 0.0023
Si, 2.6679, 5.5591, 13.7055, 0.0019, -0.0016, -0.0007
Si, 5.5516, 2.6753, 13.7227, -0.0019, 0.0034, 0.0035
Si, 8.0925, 0.0627, 13.5242, 0.0007, -0.0018, 0.0055
Si, 6.3215, 10.1402, 14.8581, 0.0037, -0.0056, 0.0057
Si, 8.3229, 5.4409, 13.6148, -0.0042, 0.0001, 0.0014
Si, 1.2247, 3.4135, 16.9523, -0.0042, -0.0036, -0.0156
Si, 4.5348, 0.866, 14.9154, -0.004, 0.0059, 0.0071
Si, 2.196, 10.2247, 18.1383, 0.0066, -0.0002, 0.0012
Si, 3.5858, 7.4604, 14.8377, -0.0077, 0.0039, -0.0138
Si, 7.5167, 3.5434, 14.7817, -0.0013, -0.0043, -0.0056
Si, 9.1435, 1.7655, 14.703, 0.0027, -0.0012, 0.0032
Si, 5.3929, 8.3377, 13.593, 0.0002, -0.0054, 0.0017
Si, 10.1247, 6.415, 14.8599, -0.0008, 0.0088, 0.0048
Si, -0.8717, 1.0576, 16.7947, -0.0022, -0.0006, -0.011
Si, 5.8221, 2.4392, 18.9352, -0.0316, -0.0167, -0.0084
Si, 0.8615, 4.5673, 14.9018, 0.006, -0.0026, 0.0105
Si, 5.294, 7.2329, 17.504, -0.0088, 0.0088, -0.0126
Si, 3.5307, 1.1807, 17.0914, 0.0194, 0.011, 0.0037
Si, 12.6615, -1.7109, 14.7291, -0.0037, -0.0022, 0.0042
Si, 6.2435, 8.9926, 23.2236, 0.0113, 0.0029, 0.0125
Si, 11.3486, 9.8479, 16.6072, 0.0042, 0.0082, -0.002
Si, 19.1453, -10.4364, 18.3775, 0.0028, -0.0105, -0.0001
Si, -27.4259, 13.9955, 21.9588, 0.0057, 0.003, 0.0214
Si, -14.6658, 0.8884, 23.1839, 0.0074, -0.0068, 0.017
Si, -11.8897, 18.8157, 16.7203, 0.0031, -0.0085, -0.0217
Si, -20.2503, 21.9363, 21.164, -0.0039, -0.0022, 0.0055
Si, -2.5633, -24.9265, 21.6548, -0.0008, -0.003, 0.0154
Si, -6.2591, 3.2943, 25.9445, -0.0012, -0.0056, 0.0095
Si, 2.1678, 14.0599, 21.7627, -0.0044, -0.0048, 0.0096
Si, -18.4659, 19.6671, 22.3722, -0.0014, -0.0019, 0.01
Si, -3.7832, 4.7936, 17.6504, 0.0319, -0.0393, -0.0145
Si, -7.882, 6.5711, 24.2229, 0.0018, -0.0005, 0.0144
Si, -9.0717, -14.1336, 26.7555, 0.0016, 0.0099, -0.0008
Si, -21.0928, -28.3396, 24.1483, -0.0008, -0.0025, 0.0155
Si, 9.2985, 32.5238, 21.4052, -0.0002, 0.0003, 0.001
Si, 11.0909, -0.6475, 26.0966, 0.0025, -0.0003, -0.0002
Si, 12.1708, 5.2388, 19.5724, -0.0009, 0.0014, -0.0076
Si, -15.9801, 5.1703, 23.7324, 0.0009, 0.0046, 0.012
Si, 8.8867, -4.8023, 24.0787, 0.002, 0.0028, 0.0111
Si, 12.6116, -8.7382, 26.0029, 0.0006, -0.0075, 0.0027
Si, -4.1322, 1.0849, 26.35, -0.0028, -0.0012, -0.0149
Si, 19.3682, 8.708, 25.5539, 0.0059, 0.0033, 0.0027
Si, 25.0751, 18.5348, 19.4617, -0.0037, 0.0033, 0.0043
Si, -3.7236, 9.5783, 17.0101, -0.0122, 0.0029, -0.0153
Si, 9.3741, -4.7089, 19.2316, -0.0098, -0.0029, -0.0079
O, -13.3338, -14.6632, -8.484, 0.002, -0.0083, -0.0094
O, -0.0106, 0.06, -7.0346, 0.0055, 0.0028, -0.003
O, -1.7711, 6.7237, -6.0424, -0.0041, 0.0013, -0.0101
O, 1.971, -9.1915, -7.4858, 0.0071, 0.0155, 0.0015
O, -2.4601, -27.6035, -10.1137, -0.0343, 0.0015, -0.0212
O, 9.6458, -1.0143, -3.2895, -0.0039, -0.0016, 0.0009
O, -14.6356, 0.7863, -3.8506, -0.0041, 0.0052, 0.0108
O, 4.5743, -4.645, -4.7863, 0.0009, -0.0003, -0.0048
O, -14.2778, 14.7872, -12.2789, -0.0113, 0.0399, 0.068
O, 16.2459, -8.3492, -8.1939, 0.0048, 0.0016, -0.0392
O, -9.9279, 3.47, -5.8624, 0.006, -0.0006, -0.0129
O, -5.042, -6.2877, -6.4552, -0.0022, -0.0103, -0.0094
O, -4.9241, 8.7007, -10.9566, 0.0027, -0.007, 0.0015
O, -12.799, -1.6823, -6.8866, 0.0009, -0.004, -0.0031
O, 8.0185, 8.7071, -1.538, 0.0029, -0.0061, 0.0162
O, 8.1657, -9.5128, -1.5686, 0.0056, 0.001, 0.0148
O, -6.9844, 12.1286, 28.3365, 0.0059, -0.0022, 0
O, 20.9675, -16.7907, 24.2295, 0.0013, -0.0052, -0.0009
O, -11.7152, -3.7437, 18.1338, -0.0018, -0.0101, 0.0189
O, -23.5712, -3.6422, 25.194, -0.0019, -0.001, -0.0003
O, -15.8017, 3.9694, 18.4495, 0.0225, -0.0072, -0.0098
O, -26.7473, -0.0695, 27.1742, -0.0032, 0.0001, 0.015
O, -3.7386, -1.9949, 24.5941, 0.0004, -0.0056, -0.0004
O, -28.6922, -15.0914, 28.4344, -0.0049, -0.006, 0.0029
O, 12.5283, -11.1771, 19.6234, -0.0082, -0.0021, 0.0035
O, -19.3167, -11.6283, 22.1536, 0.001, -0.0036, -0.0012
O, -8.8834, 28.4622, 19.5476, -0.0028, -0.0047, 0.0009
O, 11.7772, -15.4651, 27.1541, -0.0056, -0.0062, 0.0124
O, -15.5483, -5.3184, 28.7881, 0.0001, 0.0079, 0.0171
O, -6.2608, -1.9477, 23.322, 0.0062, -0.0003, -0.0064
O, 6.4794, 27.9699, 17.1646, -0.0021, -0.0055, 0.0071
O, 23.1199, 26.3042, 18.1212, 0.0011, 0.0074, 0.0117
O, -1.2728, 7.0155, 28.2637, 0.0027, -0.0031, -0.0148
O, 10.6104, -16.3202, 19.9966, 0.0011, -0.0025, 0.0003
O, 23.7164, 16.2398, 24.2025, 0.0003, -0.0038, 0.004
O, -2.5061, 30.3229, 16.6315, -0.0121, 0.0019, 0.0029
O, 18.1231, 12.5722, 18.7111, -0.0121, 0.0073, 0.0091
O, 6.7822, 18.7546, 22.1733, 0.0014, -0.0017, -0.0076
O, -3.5699, 16.4696, 24.1779, 0.0003, -0.0006, 0.0005
O, 8.9943, 3.3702, 28.6298, 0.0023, -0.0025, 0.0095
O, -4.4371, 10.4462, 22.5735, 0.0012, -0.0013, -0.0045
O, 22.8234, -2.0285, 25.9931, 0.0034, -0.0059, 0.0047
O, 15.0677, 28.9238, 16.3364, 0.0152, -0.0038, 0.0287
O, 4.384, 4.4813, 27.0237, -0.0004, 0.0068, 0.0053
O, 0.0268, -8.5331, 17.3219, 0.0043, 0.0063, 0.0061
O, -7.9197, -3.7174, 25.7163, 0.0044, -0.0024, -0.0142
O, 14.1744, 2.4326, 25.5621, 0.0011, -0.001, 0.0021
O, 16.7, -8.5146, 26.5189, 0.0001, 0.0041, 0.0085
O, -0.0326, 10.5004, 27.6561, -0.0045, 0.0063, 0.0166
O, 2.4444, 29.423, 23.1393, 0.0016, 0.0031, -0.0078
O, -8.3152, 13.3895, 16.8755, 0.0073, -0.0111, 0.0083
O, -2.329, 0.9089, 22.4285, -0.0027, 0.0044, -0.0042
O, -17.0776, 1.6013, 18.1481, 0.0154, 0.0331, 0.0086
O, -18.0745, 8.2372, 20.9038, -0.0021, -0.0003, -0.0083
O, -16.5053, 14.8408, 24.6392, -0.0007, 0.0021, -0.0187
O, -10.1306, 14.1527, 25.3595, -0.0035, 0.007, -0.0064
O, 8.8867, 21.8319, 19.8432, 0.0028, 0.0002, 0.0038
O, 3.6685, 24.9555, 22.3828, -0.0049, -0.0057, -0.0078
O, 15.4548, -4.065, 18.8869, 0.0013, -0.0016, -0.0011
O, -9.177, 2.4638, 27.5944, 0.0099, 0, 0.015
O, 17.0477, 13.01, 22.8424, -0.0111, 0.0146, -0.022
O, 46.602, 19.7403, 18.3979, -0.0024, -0.0017, 0.0014
O, 23.847, -17.4819, 20.6088, -0.0013, -0.0032, 0.0015
O, -20.6819, 0.6651, 25.6066, 0.0028, 0.003, -0.0008

Results
free energy: -118371.857 eV
free energy less fixed offsets of O -570.45, Si -639.56 eV per atom: 0.623 eV

The program warned: the cutoff lies below the one the program advises for these potential files; the forces do not sum to zero within the program's tolerance; empty levels may hold ghost states of the PAW files; the exchange-correlation potential is rough where the density is thin.
